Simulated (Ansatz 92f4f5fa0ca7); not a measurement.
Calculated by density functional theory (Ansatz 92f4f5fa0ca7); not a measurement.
Periodic cell of 242 atoms, Si108O134, from a study of silicon, its oxide and their interface. The atomic structure is a simulated model.

Settings: functional r2SCAN; potential files Ansatz norm-conserving; basis plane waves; wave-function cutoff 1300 eV; density cutoff ratio 4; exchange-correlation grid ratio 1; k mesh 2 x 2 x 1, shifted by 0.5 0.5 0.5 of a step; self-consistency stop 5e-08 eV per atom in the density residual; occupations Fermi-Dirac, 0.05 eV; spin none; net charge 0.

Cell vectors (angstrom)
a 11.5435 0 0
b 0 11.5435 0
c 1.3801 -5.1538 29.8052

Atoms and the computed forces on them: element, x, y, z (angstrom), force x, y, z (eV/angstrom)
Si 1.355 8.8442 -1.0307 -0.0605 -0.1023 -0.1891
Si -0.0599 1.8748 -1.2793 0.0811 -0.0063 -0.1467
Si 0.3196 5.9445 -1.1852 0.1436 -0.0027 -0.1683
Si 4.3242 9.3532 -0.9517 0.0311 0.1815 -0.3132
Si 5.0992 2.1185 -0.5694 -0.2652 -0.0755 -0.2553
Si 5.2124 6.5273 -0.3849 -0.0409 -0.0671 -0.1057
Si 8.4939 -2.1467 0.0072 0.0794 -0.0352 -0.3089
Si 8.9543 0.5349 -1.5541 0.0904 -0.0686 -0.2503
Si 8.8538 6.4791 -0.6404 0.0792 -0.0967 0.0534
Si 4.6887 -1.9275 1.9605 -0.498 0.2774 -0.3226
Si 3.5925 1.5936 2.0739 -0.0861 -0.296 -0.527
Si 3.2579 5.8965 1.693 0.5084 0.3579 -0.3147
Si 7.0842 -2.0412 1.8896 0.0807 0.2873 0.0743
Si 7.6119 2.1846 0.7405 -0.0108 -0.153 -0.0265
Si 7.5007 6.0535 1.8823 0.0493 0.2576 -0.294
Si 11.3728 -1.9207 1.5694 0.2781 0.1677 -0.5318
Si 12.0235 1.9965 1.7941 0.0803 -0.2819 -0.5252
Si 12.4545 5.4388 1.6728 -0.3444 -0.3417 -0.5138
Si 3.8599 -0.2835 3.359 0.141 0.0212 -0.1055
Si 3.9798 3.5193 3.3176 0.2876 0.1961 -0.2071
Si 3.8611 7.748 3.1617 0.0812 -0.397 -0.1345
Si 7.6091 -0.0625 2.9732 -0.5081 -0.3162 -0.2874
Si 7.8703 4.0981 3.031 0.1257 -0.237 -0.1597
Si 7.5682 7.8074 3.381 0.1852 -0.1851 0.1704
Si 11.4972 0.0047 2.8709 -0.091 -0.1141 0.0656
Si 11.7508 3.8199 3.2083 -0.0289 0.2224 0.1156
Si 11.5608 7.9329 3.1746 -0.3346 -0.2789 0.1217
Si 1.7585 -0.1878 4.3862 0.0201 0.2711 0.0765
Si 2.0552 3.8259 4.6625 -0.0775 0.0118 0.3015
Si 1.9675 7.773 4.5753 0.023 -0.1316 0.0032
Si 5.8614 -0.1157 4.5147 0.2206 0.3558 0.0493
Si 5.9789 3.7576 4.4694 -0.0143 -0.0779 0.2811
Si 5.6747 7.6972 4.7409 -0.048 0.1205 0.2546
Si 9.6276 0.0865 4.3021 0.0451 0.0589 0.2504
Si 9.7239 4.0371 4.4844 0.1861 -0.14 0.4127
Si 9.6071 7.8492 4.6088 -0.0099 0.1078 0.1454
Si 1.9197 9.6493 5.955 -0.2932 0.0226 -0.1921
Si 1.9535 1.743 5.7849 -0.0967 -0.0665 -0.445
Si 2.0126 5.8425 6.0468 0.1876 -0.1034 -0.2967
Si 5.8737 9.7267 6.1453 0.1543 -0.3319 -0.3251
Si 5.9436 1.8165 5.756 -0.0036 -0.2147 -0.2179
Si 5.7418 5.6683 5.9287 -0.0131 -0.0393 -0.1826
Si 9.5946 9.8256 5.9873 0.0053 -0.1387 -0.3057
Si 9.7191 1.9695 5.7811 0.0533 0.2402 -0.2712
Si 9.7359 5.9075 5.9862 -0.1741 0.0171 -0.0932
Si 3.8491 10.3793 7.0668 0.2768 0.0151 0.3496
Si 3.9481 1.1934 6.7986 0.0299 0.2578 0.3199
Si 3.9069 5.4349 7.4714 -0.1935 0.0115 0.3521
Si 7.7678 10.5631 7.4678 -0.3987 0.1367 0.3573
Si 7.8239 1.3379 7.0519 0.004 0.159 0.1683
Si 7.6755 5.7023 7.2008 -0.0403 -0.2524 0.3893
Si 11.5584 9.6188 7.2899 -0.0027 0.0459 -0.1559
Si 11.6506 1.848 7.2295 -0.0614 0.0698 -0.3165
Si 11.6538 5.8157 7.4144 0.0496 0.2302 -0.0296
Si 3.6126 9.8144 10.2111 0.1178 -0.0484 0.3576
Si 4.1449 2.5411 8.6303 -0.2186 -0.2475 -0.2777
Si 3.9398 6.704 10.2447 -0.0142 -0.21 0.2893
Si 8.6819 -0.483 10.3694 -0.0269 0.1784 0.2755
Si 7.2412 2.9391 8.6292 0.0281 0.1384 0.2617
Si 8.5812 6.8165 9.8266 0.0093 -0.0042 0.419
Si 11.3848 -0.0452 8.6117 -0.0012 -0.0117 0.4215
Si 11.6993 3.778 8.5886 -0.179 -0.1068 0.6153
Si 11.2694 7.7743 8.7189 -0.156 -0.0019 0.3568
Si 1.6692 10.8774 10.934 -0.0804 0.1599 0.4069
Si 1.8454 4.6316 11.1369 -0.0994 -0.1189 0.3962
Si 0.198 8.4836 11.6927 -0.192 -0.0966 0.4272
Si 3.8937 0.8142 11.2305 0.4141 0.6673 0.4704
Si 3.9471 3.0471 12.9016 0.3822 -0.001 0.117
Si 4.7673 5.8326 12.9152 0.058 -0.2128 0.3288
Si 9.3104 1.7959 12.3187 0.0178 0.1535 0.0743
Si 9.3051 3.9162 10.3523 0.0969 -0.0662 0.439
Si 8.6466 8.5137 12.1568 -0.0409 -0.0028 0.2677
Si 3.3541 10.3951 22.005 0.0129 -0.1362 0.2237
Si 8.814 5.1358 15.7717 0.098 -0.1055 -0.3608
Si 6.1494 1.2783 16.7963 0.18 -0.0616 -0.4044
Si 0.3095 8.2152 18.0779 0.1501 -0.0524 -0.0667
Si 2.3022 1.8851 15.4053 -0.149 0.0955 -0.3493
Si -0.566 0.7589 14.5726 -0.003 0.0943 -0.1583
Si 3.8852 2.8801 17.467 -0.1116 0.1252 -0.2663
Si 12.9009 4.3738 26.1296 0.0213 -0.0031 0.338
Si 8.4226 2.1236 15.1152 -0.0282 -0.0338 -0.3046
Si 13.8271 9.7649 19.3382 -0.0505 -0.1475 -0.1727
Si 7.1384 7.1729 14.47 -0.098 0.044 -0.3439
Si 5.5894 4.923 19.1238 -0.0541 0.0623 -0.0973
Si 3.7122 0.1216 17.3671 -0.068 -0.0783 -0.3046
Si 10.7308 9.5266 15.9345 0.0379 0.1539 -0.4502
Si 10.0739 0.4755 25.1075 0.0308 0.0456 0.1983
Si 8.9516 0.1109 20.6176 -0.003 0.0051 0.0458
Si 5.1562 2.1274 22.0318 -0.0099 0.0026 0.1807
Si 13.1984 6.3884 13.337 0.0589 -0.0378 0.0137
Si 7.0826 2.2874 19.6021 0.0438 0.0059 -0.1385
Si 4.0148 4.7502 21.714 -0.0485 0.1554 0.1387
Si 2.4144 6.0895 24.0026 0.0688 0.0873 0.2738
Si 4.2892 8.4462 27.3196 0.0086 0.0433 0.0556
Si 6.4007 -0.2737 22.6045 0.0771 -0.1559 0.3685
Si 9.12 9.3149 18.3954 -0.0254 -0.0659 -0.1877
Si 8.0463 10.0585 24.8156 0.046 -0.2521 0.2258
Si 7.2687 7.0239 17.4813 0.0119 0.0524 -0.3203
Si 11.1347 5.5292 24.3309 -0.2192 0.074 0.1627
Si 0.9409 -1.0108 26.5335 0.059 -0.011 0.1124
Si 8.2427 0.255 27.2145 -0.0601 -0.0176 -0.0419
Si 0.2519 2.7326 24.1272 -0.0814 -0.0814 0.1897
Si -0.1802 6.6228 15.7381 0.1505 -0.1965 -0.3032
Si 6.5308 6.4829 27.1047 -0.0656 -0.0883 -0.1481
Si 2.2277 2.4413 21.6985 -0.1247 0.0472 0.1528
Si 8.8693 7.1388 25.4435 -0.1893 -0.0367 0.0415
Si 2.9453 9.0576 24.8236 -0.0016 0.1588 0.4386
Si 12.2229 0.1394 20.9322 0.0469 0.0248 0.0369
O 2.8554 9.0961 -1.5425 0.0029 -0.0051 0.2181
O 1.0414 9.4703 0.4352 -0.3735 -0.0659 0.2287
O 13.6224 1.8385 1.4812 -0.0144 0.0555 0.3435
O -0.1759 2.1662 0.3049 0.1746 -0.0264 0.3294
O -1.2079 6.4396 -1.2257 0.0859 -0.0816 0.08
O 0.5986 4.993 0.1016 0.0648 0.2256 0.3908
O 4.0976 10.0774 0.4762 0.2796 -0.2945 0.102
O 6.3325 2.9686 0.0556 0.1503 -0.0995 0.2231
O 4.4342 1.3768 0.6926 0.0336 0.2618 0.0651
O 6.2295 6.1466 0.8285 0.1272 0.0734 -0.1102
O 3.7081 6.2172 0.1302 -0.0298 -0.1402 0.3558
O 9.9573 -2.1205 0.761 -0.0384 -0.0171 -0.1602
O 10.5899 0.5508 -1.5914 -0.193 0.137 0.1267
O 8.5413 1.6493 -0.4543 -0.0923 -0.0096 0.1856
O 8.8578 6.1291 0.9455 -0.2369 0.0704 -0.1895
O 4.138 4.5632 2.0344 -0.4887 0.1077 0.1797
O 7.1611 0.9571 1.7232 0.3082 0.4929 0.0353
O 8.4025 3.1886 1.7247 -0.2256 -0.0983 0.297
O 11.5262 6.7323 2.0205 0.169 0.2308 0.2178
O 3.8413 8.2692 10.6586 0.163 0.0415 -0.2119
O 3.794 9.8583 8.6155 -0.0163 0.0047 -0.097
O 3.44 4.0029 8.2339 0.5316 0.1469 -0.041
O 4.3134 6.5169 8.6712 -0.1102 -0.2635 -0.1476
O 7.638 10.6085 9.1789 0.2536 -0.2371 -0.545
O 8.5614 -1.5128 11.6172 0.1302 -0.0456 -0.3579
O 7.6335 4.1162 7.578 0.0581 -0.1611 0.1919
O 7.5042 6.4638 8.6735 0.2568 -0.0576 -0.3742
O 4.6531 10.9324 10.9202 -0.5407 -0.1808 -0.4556
O 3.579 1.6585 9.8627 0.0028 0.0126 0.4986
O 2.9537 3.6313 11.7581 -0.0838 0.1459 -0.1245
O 4.9806 6.0316 11.31 -0.2722 0.0965 -0.2053
O 2.5254 5.9221 10.4286 0.1113 0.0435 -0.0006
O 10.5631 0.992 13.0044 -0.2101 0.0587 0.1752
O 8.5359 0.9359 11.1731 0.1131 -0.1771 -0.1898
O 5.6715 2.8983 8.9915 -0.1105 0.0954 -0.145
O 7.8125 3.3662 10.095 0.2179 0.1317 -0.2323
O 10.2357 8.145 12.2086 0.0687 0.0775 -0.239
O 7.8804 7.5634 11.0807 0.2035 -0.0195 -0.2454
O 10.0807 -0.351 9.5607 0.1576 0.058 -0.1167
O 12.6087 0.1579 9.6677 -0.0158 -0.1298 0.1461
O 10.1375 3.5154 9.028 0.0368 0.0094 0.2011
O 12.4974 3.8534 10.0461 -0.1725 0.0083 -0.6297
O 9.6678 7.8021 9.1222 0.0988 -0.1046 -0.026
O 12.0324 7.9486 10.1761 -0.2195 0.0108 -0.282
O 8.4364 8.5092 24.7273 -0.013 0.1393 0.051
O -0.4034 -0.2617 26.0743 -0.038 0.0722 -0.1329
O -0.788 3.0675 -2.1104 0.1755 0.0387 -0.0573
O 2.0076 0.0229 27.2175 -0.3306 -0.0094 0.1608
O 8.4102 -0.924 -1.0816 0.1464 -0.1808 0.2746
O 13.2881 4.3527 27.6798 0.071 -0.1522 -0.0763
O 5.2935 9.2298 28.3578 0.2069 -0.2844 0.1363
O 5.2948 8.107 -0.6672 -0.0865 -0.076 0.1205
O 5.8182 1.053 -1.571 -0.1746 0.0687 0.1046
O 2.7683 7.461 24.7685 -0.0756 -0.0547 -0.2277
O 5.0351 7.0724 26.825 0.1741 0.1672 0.2285
O 5.4958 5.8489 -1.8414 0.2072 0.0959 0.3546
O 8.3521 0.9534 -3.0067 0.0318 -0.1274 0.1266
O 7.8724 -1.1239 26.4146 0.178 0.2397 -0.213
O 11.6256 5.3735 25.8951 0.2133 -0.247 -0.4634
O 8.2906 7.9996 -0.8348 0.2427 0.0495 0.1434
O 9.3503 0.1928 28.4026 -0.0584 0.1685 -0.0556
O 9.7519 6.3503 24.3303 0.2379 -0.0774 0.079
O 12.7992 7.8223 12.7124 -0.122 -0.0514 -0.1934
O 0.4897 10.0826 11.7274 0.1064 0.004 -0.2335
O 5.2773 -0.0935 16.9364 -0.2035 0.3672 0.1632
O 12.6861 6.3235 14.8581 -0.2838 0.1055 0.0421
O 12.533 5.2044 12.4174 0.3429 0.1181 -0.2565
O 1.6347 8.3099 18.994 -0.1412 0.3581 -0.0833
O 4.737 1.7698 12.2511 -0.5098 -0.0888 -0.3099
O 3.109 2.4796 14.1438 -0.0959 -0.0586 0.0919
O 4.9756 4.2509 13.3102 -0.3317 0.1435 -0.2414
O 4.8764 5.4257 20.511 -0.0221 -0.2547 -0.0089
O 0.2497 6.7874 17.2991 -0.1091 0.3376 0.0575
O 10.6158 8.0214 15.2573 0.1007 0.0542 0.3424
O 7.9161 8.3288 13.603 0.0521 -0.1529 -0.0814
O 7.8597 8.2665 18.3568 0.1684 -0.014 -0.0788
O 8.2831 2.2337 13.4989 0.3022 -0.1421 0.1681
O 9.8895 3.1793 11.6718 -0.2444 -0.0997 -0.3174
O 8.3901 3.5797 15.8246 0.0344 0.0101 0.0131
O 2.5166 3.0472 16.5692 0.3716 -0.3306 0.157
O 12.5806 10.7977 19.6129 0.1927 -0.0355 0.2201
O 3.3957 9.5641 23.385 -0.0184 0.1335 -0.2928
O 2.8707 0.4729 16.003 0.1666 0.1625 0.3687
O 0.79 1.5604 14.9347 0.0944 -0.0959 0.0859
O 2.4322 0.4382 11.9032 0.0205 -0.1989 -0.5652
O 4.3634 4.1537 18.3299 0.1985 -0.0492 0.1332
O 3.1667 10.3553 18.1113 -0.1147 0.0294 0.2299
O 9.3475 5.5296 10.4793 -0.1879 0.0444 -0.3224
O 8.4126 5.9014 17.1477 -0.1712 0.163 -0.009
O -1.1336 5.3239 15.5519 -0.1965 0.2433 0.176
O 12.005 9.4043 16.9435 -0.2839 -0.299 0.2607
O 14.7654 9.5339 20.6333 -0.2015 0.2715 -0.0247
O 1.5667 9.8051 25.2363 0.139 -0.0433 0.0546
O 9.8226 1.4096 15.5044 -0.0878 0.0024 -0.1556
O -0.5215 10.6955 14.8534 -0.0968 -0.0534 0.2215
O 14.8061 6.251 13.3555 -0.0488 -0.0261 -0.1851
O 7.2113 1.1747 15.5979 -0.0552 0.1826 0.301
O 6.0915 6.2424 18.3018 0.085 -0.1507 0.0689
O 5.84 1.9107 20.5757 0.0663 0.0853 0.0452
O 2.7195 3.899 21.147 0.2315 -0.139 0.1799
O 5.1345 2.5206 16.4558 -0.0745 -0.1559 0.3601
O 8.8467 10.5764 19.3806 0.0896 0.068 0.0972
O 6.8806 3.9145 19.3785 -0.2277 -0.0799 0.0171
O 13.3589 -0.4042 22.0603 -0.0018 0.0176 -0.3482
O 5.7608 6.7988 13.7218 0.1163 -0.0776 -0.0235
O 4.9694 -0.7129 21.9213 0.0478 0.0731 0.0455
O 6.7943 7.607 16.0084 0.2318 -0.2101 0.319
O 8.9431 1.2158 26.0616 0.1324 -0.4422 -0.0179
O 5.0274 3.6925 22.4669 -0.1966 -0.1037 -0.3502
O 7.7698 -0.3553 21.6823 -0.0666 0.1501 -0.1095
O 4.0307 9.3691 26.0082 -0.2212 -0.2452 -0.1333
O 6.7181 -1.1676 23.9413 0.0617 0.2563 -0.336
O 8.0561 5.8314 14.5071 0.0491 0.1243 0.4359
O 10.5586 0.1037 21.1291 0.012 0.0095 -0.1501
O 2.5416 4.8952 25.1227 -0.291 0.1367 -0.1462
O 7.4718 6.3793 25.794 0.1943 0.2415 0.1411
O 2.8691 8.08 28.0342 -0.1666 0.0852 0.0103
O 6.9344 1.5615 18.1717 -0.0914 0.0937 0.2207
O 6.4781 5.0058 27.7033 -0.1343 0.0099 0.2677
O 3.6083 1.582 21.9266 0.0625 0.2469 -0.0734
O 1.5068 2.5978 23.1381 0.0107 0.0267 -0.2568
O 12.4225 2.8886 25.6343 -0.0875 0.3133 -0.2871
O 10.4565 8.4899 18.883 0.0247 0.1112 -0.1981
O 3.6554 1.4803 18.3208 0.0474 -0.0185 -0.2011
O 12.3898 6.1915 23.5081 0.0592 -0.1887 0.1751
O 9.2962 -0.6307 24.2213 -0.1506 0.1004 0.1396
O 8.4916 1.6549 20.1898 -0.1284 -0.227 -0.0089
O 9.4063 9.8297 16.851 0.1757 -0.1923 0.2676
O -0.7216 1.4535 24.0792 0.086 0.1052 0.0651
O 1.1509 1.703 20.7243 0.1427 -0.2043 0.1871
O 1.2385 7.2423 -1.0291 -0.1383 0.1271 0.0604
O 3.4525 5.8467 22.7778 -0.0448 -0.2524 -0.1547
O 6.0826 1.2804 23.0684 -0.16 -0.1301 -0.402
O 10.8886 4.0313 23.7411 0.3183 0.0582 0.1365

Results
free energy: -74864.791 eV
free energy less fixed offsets of O -463.61, Si -117.95 eV per atom: -2.451 eV
pressure: -1.44 GPa
stress xx, yy, zz, yz, xz, xy (GPa, positive in tension): 1.88, 0.16, 2.27, -0.07, 0.1, 0.09
